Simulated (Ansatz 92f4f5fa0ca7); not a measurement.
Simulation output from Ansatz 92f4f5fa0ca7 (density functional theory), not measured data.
Periodic cell of 406 atoms, Si266O140, from a study of silicon, its oxide and their interface. The atomic structure is a simulated model.
Doubt: the cutoff is far below the 930 eV that the study's wrapper takes by default for these files, so forces and energies are approximate.
This geometry differs little from another in the collection (a relaxation step or a small displacement).

Settings: functional PBE; potential files Ansatz PAW; basis plane waves; wave-function cutoff 580 eV; density cutoff ratio 5; exchange-correlation grid ratio 1; k mesh 1 x 1 x 1, Gamma-centred; self-consistency stop 5e-08 eV per atom in the density residual; occupations fixed; spin none; net charge 0.

Cell vectors (angstrom)
a 15.4687 0 0
b 0 12.8259 0
c 0 0 35.8181

Atoms and the computed forces on them: element, x, y, z (angstrom), force x, y, z (eV/angstrom)
Si 0.012 1.158 33.15 0.001 0.001 -0.004
Si 3.837 1.158 33.169 -0.002 0 -0.005
Si 7.731 1.156 33.152 0 0.005 -0.004
Si 11.599 1.157 33.157 -0.001 0.002 -0.002
Si 1.922 7.565 33.148 -0.002 0.001 0
Si 5.774 7.569 33.137 -0.001 0.006 0
Si 9.651 7.569 33.157 -0.004 -0.001 -0.002
Si 13.527 7.569 33.128 0.002 0.006 0.001
Si 1.934 5.247 33.551 0.049 -0.214 -0.159
Si 5.801 5.247 33.551 -0.046 -0.069 -0.087
Si 9.668 5.247 33.551 -0.028 -0.199 -0.033
Si 13.535 5.247 33.551 0.057 -0.107 -0.022
Si 0 11.66 33.551 0.039 -0.156 0.04
Si 3.867 11.66 33.551 -0.024 -0.187 -0.007
Si 7.734 11.66 33.551 0.035 -0.126 0.051
Si 11.602 11.66 33.551 -0.005 -0.193 -0.034
Si 0 4.664 34.788 -0.006 -0.041 -0.042
Si 3.867 4.664 34.788 -0.007 -0.039 -0.041
Si 7.734 4.664 34.788 0.005 -0.042 -0.038
Si 11.602 4.664 34.788 0.004 -0.025 -0.044
Si 1.934 11.077 34.788 -0.009 -0.006 -0.011
Si 5.801 11.077 34.788 0.001 -0.031 -0.027
Si 9.668 11.077 34.788 -0.021 0.015 -0.019
Si 13.535 11.077 34.788 -0.002 -0.014 -0.027
Si 0 2.332 35.2 0.056 0.012 0.084
Si 3.867 2.332 35.2 -0.125 0.044 0.213
Si 7.734 2.332 35.2 0.042 0.01 0.089
Si 11.602 2.332 35.2 -0.03 0.012 0.115
Si 1.934 8.745 35.2 -0.023 -0.013 0.036
Si 5.801 8.745 35.2 -0.067 -0.028 -0.037
Si 9.668 8.745 35.2 -0.026 -0.008 0.103
Si 13.535 8.745 35.2 -0.006 -0.041 -0.074
Si 1.934 1.749 0.619 0.016 0.025 0.035
Si 5.801 1.749 0.619 0.013 -0.039 -0.027
Si 9.668 1.749 0.619 0.009 0.005 0.001
Si 13.535 1.749 0.619 -0.011 -0.03 -0.026
Si 0 8.162 0.619 0.012 0.002 -0.022
Si 3.867 8.162 0.619 0.031 0.02 -0.014
Si 7.734 8.162 0.619 0.005 0.004 -0.02
Si 11.602 8.162 0.619 -0.002 0.007 -0.023
Si 0 5.83 1.031 0.012 0.025 0.034
Si 3.867 5.83 1.031 0.007 0.007 0.019
Si 7.734 5.83 1.031 -0.001 0.041 0.041
Si 11.602 5.83 1.031 -0.004 0.006 0.013
Si 1.934 12.243 1.031 0.011 -0.018 0.006
Si 5.801 12.243 1.031 0 0.01 0.025
Si 9.668 12.243 1.031 0.022 -0.028 -0.004
Si 13.535 12.243 1.031 -0.004 -0.003 0.014
Si 1.934 5.247 2.268 0.019 0.061 0.104
Si 5.801 5.247 2.268 -0.063 0.043 0.09
Si 9.668 5.247 2.268 0.037 0.024 0.007
Si 13.535 5.247 2.268 -0.006 0.034 0.054
Si 0 11.66 2.268 0.001 -0.017 -0.095
Si 3.867 11.66 2.268 -0.035 -0.013 -0.123
Si 7.734 11.66 2.268 0.022 0.008 0.02
Si 11.602 11.66 2.268 -0.063 -0.035 -0.199
Si 1.934 2.915 2.68 -0.012 0.044 0.074
Si 5.801 2.915 2.68 -0.018 0.086 0.074
Si 9.668 2.915 2.68 -0.002 0.046 0.053
Si 13.535 2.915 2.68 0.016 0.079 0.073
Si 0 9.328 2.68 -0.013 -0.02 0.006
Si 3.867 9.328 2.68 -0.023 -0.047 -0.007
Si 7.734 9.328 2.68 -0.01 -0.022 -0.002
Si 11.602 9.328 2.68 0.001 -0.004 0.015
Si -0.3 -0.071 26.649 -0.006 -0.067 0.007
Si 4.21 -0.08 26.599 0.002 -0.057 0.008
Si 7.332 -0.018 26.903 0 -0.058 0.005
Si 12.029 -0.251 26.673 0.007 -0.065 0.007
Si 2.257 6.11 26.46 0.03 -0.05 0.065
Si 5.507 6.469 26.6 -0.015 -0.079 0.051
Si 9.847 5.998 26.619 0.041 -0.042 0.017
Si 13.069 6.254 26.69 -0.002 -0.063 0.021
Si 1.957 3.783 26.853 -0.003 0.064 0.037
Si 5.933 4.074 26.75 -0.003 0.039 0.068
Si 9.755 3.692 27.039 -0.01 0.063 0.047
Si 13.536 3.911 26.882 0.004 0.054 0.041
Si 0.027 10.439 26.947 0.016 0.047 0.04
Si 3.91 10.407 27.014 -0.015 0.045 0
Si 7.759 10.511 26.988 -0.002 0.044 0.045
Si 11.694 10.222 26.948 -0.014 0.048 0.013
Si 0.01 3.423 28.152 0.007 -0.012 -0.02
Si 3.972 3.438 28.082 -0.009 -0.027 -0.031
Si 7.727 3.422 28.191 0.002 -0.01 -0.032
Si 11.696 3.3 28.274 -0.003 -0.008 -0.011
Si 1.942 9.844 28.18 -0.001 -0.02 -0.025
Si 5.845 9.842 28.241 0.004 -0.013 -0.014
Si 9.689 9.797 28.145 0.008 -0.014 -0.024
Si 13.6 9.752 28.238 -0.006 -0.008 -0.015
Si -0.034 1.121 28.662 0 0.023 0.01
Si 3.898 1.123 28.624 0.002 0.018 0.013
Si 7.634 1.169 28.853 -0.006 0.011 -0.002
Si 11.656 0.974 28.689 -0.003 0.024 0.014
Si 1.866 7.47 28.469 -0.006 0.019 -0.006
Si 5.778 7.534 28.691 -0.001 -0.004 -0.011
Si 9.573 7.441 28.54 -0.011 0.018 0.012
Si 13.486 7.437 28.699 0.004 0.009 0.003
Si 1.937 0.538 29.819 0 0.008 0.004
Si 5.722 0.537 30.004 0.006 0.011 0.002
Si 9.66 0.488 29.867 -0.003 0.009 0.008
Si 13.561 0.485 29.95 0.002 0.014 0.003
Si 0.001 6.911 29.829 0 0.011 -0.011
Si 3.787 6.945 29.81 0.012 0.009 -0.005
Si 7.708 6.943 29.881 -0.001 0.014 -0.009
Si 11.508 6.921 29.861 0.005 0.009 -0.007
Si 0.018 4.598 30.228 -0.004 -0.005 -0.001
Si 3.877 4.613 30.179 0.002 0.01 0.007
Si 7.736 4.621 30.246 -0.003 -0.004 -0.001
Si 11.607 4.589 30.272 0.002 -0.003 -0.006
Si 1.933 11.026 30.244 0 -0.005 -0.006
Si 5.81 11.03 30.296 -0.002 -0.005 -0.007
Si 9.666 10.977 30.232 0.003 -0.004 -0.005
Si 13.562 10.981 30.279 -0.001 -0.006 -0.007
Si 1.956 4.044 31.465 -0.002 -0.008 0.012
Si 5.79 4.067 31.477 0.002 -0.004 0.019
Si 9.664 4.03 31.493 0 -0.007 0.014
Si 13.555 4.05 31.495 -0.002 -0.006 0.011
Si 0.022 10.445 31.51 0 0 0.01
Si 3.859 10.45 31.495 -0.002 0 0.014
Si 7.744 10.454 31.509 -0.001 0.001 0.007
Si 11.6 10.447 31.493 0 -0.005 0.011
Si 1.933 1.716 31.886 -0.002 0 -0.001
Si 5.765 1.754 31.99 0.006 0.006 -0.002
Si 9.67 1.698 31.91 -0.001 0 -0.001
Si 13.54 1.723 31.949 0.001 0.003 -0.003
Si 0.006 8.112 31.888 -0.003 -0.003 -0.004
Si 3.831 8.115 31.885 0.005 0 0.003
Si 7.72 8.131 31.924 0.004 -0.005 -0.007
Si 11.567 8.115 31.909 0.006 0.006 0
Si 0 2.332 3.917 -0.032 0.194 0.188
Si 3.867 2.332 3.917 0.047 0.268 0.251
Si 7.734 2.332 3.917 0.093 0.149 0.246
Si 11.602 2.332 3.917 -0.067 0.253 0.256
Si 1.934 8.745 3.917 0.09 0.085 -0.239
Si 5.801 8.745 3.917 0.037 0.1 0.031
Si 9.668 8.745 3.917 -0.02 0.106 -0.096
Si 13.535 8.745 3.917 -0.014 0.083 -0.11
Si 1.938 6.419 4.347 0.001 -0.001 -0.007
Si 5.794 6.418 4.345 0 -0.002 -0.009
Si 9.678 6.42 4.331 -0.002 -0.003 -0.008
Si 13.534 6.42 4.339 -0.003 -0.005 -0.01
Si -0.012 12.838 4.312 0.002 -0.003 -0.003
Si 3.862 12.837 4.308 -0.003 0.003 -0.005
Si 7.733 12.838 4.329 0.001 -0.007 -0.005
Si 11.579 12.839 4.295 -0.003 -0.001 -0.002
Si -0.002 5.854 5.578 0.002 0.003 0.002
Si 3.862 5.881 5.625 0 -0.002 -0.003
Si 7.746 5.841 5.554 0.001 -0.001 0
Si 11.603 5.855 5.591 -0.001 0 -0.003
Si 1.927 12.314 5.548 0.004 -0.002 0
Si 5.783 12.282 5.547 0.004 -0.004 -0.005
Si 9.677 12.289 5.567 0.001 0.001 -0.004
Si 13.499 12.283 5.51 0.004 -0.005 -0.004
Si -0.009 3.537 6.002 -0.001 -0.001 -0.019
Si 3.888 3.541 6.02 -0.001 0.008 -0.022
Si 7.773 3.523 6.017 0.001 -0.003 -0.026
Si 11.593 3.526 6.032 -0.002 -0.001 -0.021
Si 1.958 9.969 5.921 0.001 0.011 -0.011
Si 5.814 9.942 5.974 0 0.009 -0.014
Si 9.658 9.957 5.949 0.003 0.003 -0.01
Si 13.522 9.954 5.947 0.002 0.001 -0.017
Si 1.929 3.055 7.277 0.001 -0.01 -0.006
Si 5.847 3.012 7.285 -0.001 -0.008 -0.012
Si 9.681 2.971 7.356 -0.002 -0.003 -0.006
Si 13.531 3.004 7.292 -0.007 -0.012 -0.016
Si 0.03 9.35 7.086 0.002 0.009 0
Si 3.86 9.395 7.183 0.006 0.004 0.002
Si 7.757 9.348 7.202 -0.001 0.004 -0.013
Si 11.583 9.366 7.16 -0.005 0.003 -0.003
Si -0.023 7.078 7.614 -0.001 -0.01 -0.001
Si 3.845 7.081 7.705 -0.002 -0.007 -0.011
Si 7.767 7.031 7.586 0.003 -0.013 -0.011
Si 11.584 7.044 7.651 0 -0.013 0
Si 1.887 13.526 7.59 -0.003 -0.014 -0.006
Si 5.769 13.492 7.575 0.009 -0.018 -0.007
Si 9.701 13.457 7.638 0.001 -0.007 0.004
Si 13.472 13.476 7.534 0.005 -0.009 -0.001
Si 1.852 6.668 8.974 -0.01 -0.018 0.003
Si 5.858 6.561 8.871 0.008 -0.021 -0.034
Si 9.663 6.387 8.872 -0.002 -0.022 -0.023
Si 13.526 6.546 8.892 -0.013 -0.011 -0.003
Si -0.074 12.794 8.666 0.002 -0.01 -0.01
Si 3.808 13.021 8.833 -0.003 -0.012 -0.003
Si 7.728 12.771 8.702 0.008 0.002 0.003
Si 11.636 12.95 8.912 -0.018 -0.028 -0.025
Si 1.916 4.334 9.342 0.011 0.015 0.037
Si 5.962 4.253 9.361 -0.016 0.011 0.043
Si 9.703 4.11 9.525 0.021 0.017 0.033
Si 13.537 4.255 9.372 -0.016 0.013 0.043
Si 0.112 10.493 9.111 0.004 0.012 0.012
Si 3.908 10.679 9.165 -0.008 0.006 0.018
Si 7.791 10.48 9.279 -0.001 0.023 0.006
Si 11.679 10.548 9.188 0.01 0.016 0.002
Si 0.012 3.523 10.506 0.006 -0.009 -0.028
Si 3.929 3.973 10.497 0.001 -0.049 -0.042
Si 7.778 3.413 10.809 0.009 -0.01 -0.092
Si 11.685 3.848 10.838 -0.019 -0.063 -0.073
Si 2.03 10.29 10.491 0.008 -0.044 -0.028
Si 5.752 10.059 10.474 0.003 -0.018 -0.009
Si 9.82 9.888 10.446 -0.001 -0.021 -0.054
Si 13.667 9.924 10.306 0.001 -0.027 -0.003
Si -0.321 1.233 10.586 -0.015 0.044 -0.014
Si 4.116 1.653 10.724 0.026 0.05 -0.038
Si 7.316 1.106 10.669 -0.015 0.071 -0.064
Si 12.027 1.424 10.949 0.001 0.06 0
Si 2.177 8.017 10.991 0.005 0.028 0.016
Si 6.204 7.729 10.92 0.039 0.008 0.039
Si 9.419 7.602 10.869 -0.034 -0.001 0.024
Si 13.61 7.616 11.03 -0.007 -0.01 0.043
O 13.631 13.991 11.278 0.007 -0.013 0.017
O 4.213 14.562 14.801 0.016 0.004 0.009
O 3.304 0.524 25.356 -0.019 0.008 -0.026
O 13.582 0.033 26.182 0.009 0.015 -0.018
O 0.827 0.786 11.675 0 -0.012 0.007
O 7.493 10.662 13.212 0.009 0.01 0.006
O 15.542 9.767 25.422 -0.008 -0.019 -0.065
O -4.404 0.842 20.997 -0.003 -0.004 -0.008
O 7.599 0.114 11.969 0.001 -0.038 0.04
O 5.703 14.134 10.848 0.004 0 0
O 9.894 10.65 11.919 -0.001 0.019 0.031
O 11.403 16.478 18.64 -0.005 -0.002 -0.003
O 19.468 4.802 11.973 -0.008 0.026 0.038
O 7.821 7.811 11.083 -0.004 0.023 0.015
O 10.62 -4.202 16.311 -0.008 0.006 -0.002
O 2.697 4.318 18.215 0.002 -0.002 0.001
O 3.637 20.223 11.447 0.019 -0.015 -0.01
O -2.705 11.527 13.857 -0.009 0.002 0.009
O 1.961 11.219 11.886 -0.016 0.033 0.036
O 14.422 9.51 13.252 0.001 0.019 0.02
O 7.6 3.693 12.475 0.003 -0.01 0.099
O 11.11 13.51 12.092 -0.022 -0.019 0.02
O 7.373 5.598 17.399 -0.003 0.002 0
O -0.066 16.467 12.18 0.021 -0.005 0.043
O 17.322 6.532 24.91 0.003 0.023 -0.084
O 3.949 6.539 14.057 0.002 0.009 0.023
O 5.816 0.146 26.231 -0.004 0.014 -0.02
O 0.437 -0.038 21.383 -0.007 0 -0.011
O 8.989 9.999 19.38 0.001 -0.006 -0.006
O 1.957 2.841 25.47 -0.001 -0.047 -0.042
O 1.338 8.573 20.447 0 0.001 -0.015
O 3.874 9.417 25.676 0.018 -0.018 -0.023
O 11.721 9.216 25.608 0.023 -0.032 -0.037
O 9.882 2.806 25.609 0 -0.042 -0.036
O 5.955 3.275 25.284 0.025 -0.027 -0.099
O -0.756 -6.112 11.905 0.016 0.033 0.025
O 1.74 -6.117 22.283 -0.014 0.003 -0.019
O 3.885 6.279 26.452 -0.019 0.011 -0.005
O -0.748 7.18 21.528 -0.002 -0.011 -0.014
O 13.498 2.986 25.48 -0.005 -0.023 -0.074
Si 3.844 6.849 15.65 -0.008 -0.007 -0.045
Si 11.594 5.83 23.053 -0.013 0.001 0.032
Si 12.251 -0.552 15.197 0 0 -0.012
Si 12.57 7.784 18.586 -0.006 -0.01 -0.014
Si -5.349 10.133 15.941 -0.005 -0.014 0.004
Si 9.767 3.506 18.86 0.005 0.001 -0.007
Si 13.378 13.094 17.742 0.001 0.001 0.004
Si 1.477 14.003 21.668 0.025 -0.006 0.041
Si 8.581 -1.544 18.439 -0.003 -0.004 0.006
Si 9.104 10.851 13.311 -0.002 0.008 0.008
Si -0.254 16.518 16.461 -0.002 0.008 -0.017
Si 20.312 8.639 24.62 -0.001 0.019 0.021
Si -12.487 -11.191 13.721 -0.023 0 -0.033
Si 12.618 21.053 24.654 0 0.033 0.015
Si 8.08 15.773 13.868 0.005 0.015 -0.033
Si 2.764 6.62 23.538 0.007 0.006 0.044
Si 15.043 9.778 23.875 -0.02 -0.018 0.031
Si 3.368 0.864 19.24 0.001 -0.004 -0.001
Si -1.423 23.903 12.999 0.023 -0.007 -0.008
Si 9.743 -11.592 25.168 0.012 0.021 0.017
Si 21.152 13.837 14.99 0.016 -0.007 -0.003
Si -5.906 0.803 20.325 -0.002 -0.005 0
Si 8.84 5.97 17.968 0.001 0.006 -0.004
Si -3.024 14.098 21.759 -0.011 0.01 0.016
Si -9.938 -0.789 17.674 0.005 -0.005 0.01
Si 3.561 -3.152 16.994 0.002 0.001 -0.008
Si 13.088 16.101 23.922 -0.005 0.004 0.052
Si 1.233 12.429 12.719 0.01 -0.022 -0.01
Si -12.897 8.036 19.518 0.003 0.001 0.007
Si 12.181 3.011 17.332 0.006 0.012 -0.003
Si 14.146 -2.272 19.031 0.005 -0.002 -0.003
Si 5.391 7.262 20.485 0.004 0.01 0.006
Si 11.347 6.396 12.788 0.024 -0.006 -0.025
Si -0.787 16.04 21.415 -0.003 -0.003 0.019
Si 10.364 0.785 13.532 -0.016 0.017 -0.037
Si 0.378 6.889 13.085 0.004 0.015 -0.048
Si 14.522 34.518 14.749 0.008 -0.023 -0.027
Si 6.577 16.073 23.76 -0.009 0.022 0.052
Si 4.328 6.325 12.496 0.013 0.012 -0.008
Si 11.814 -5.163 15.717 0.006 -0.02 -0.016
Si 29.254 6.048 20.82 -0.011 0.009 0.004
Si 8.033 -12.294 22.96 0.011 0.002 0.012
Si -14.774 -1.945 16.693 -0.002 0 -0.012
Si 9.578 8.475 19.492 0 0.006 -0.005
Si -7.58 8.162 21.959 -0.002 -0.003 -0.001
Si -5.719 16.861 16.163 -0.002 0.014 -0.015
Si 6.55 11.892 12.703 -0.023 -0.016 -0.033
Si 20.011 4.744 21.985 0.008 -0.011 0.022
Si -6.817 5.724 23.704 -0.01 -0.003 0.039
Si 0.743 3.951 13.56 -0.008 0.012 -0.023
Si 16.188 0.911 17.397 0.009 -0.003 -0.01
Si 1.948 14.137 24.869 -0.002 0.017 -0.001
Si -0.839 -0.956 21.789 0.006 -0.005 0.016
Si 0.706 7.857 21.783 0.008 0.006 0.005
Si 7.275 -2.458 23.881 -0.02 -0.012 0.041
Si -13.603 -7.256 17.596 -0.011 0 -0.015
Si -9.62 -6.979 17.834 0.008 -0.002 -0.012
Si 3.937 3.84 19.146 0 -0.008 0
O 11.278 3.429 15.999 0.009 -0.007 0
O 19.085 -7.566 23.23 0.003 0 -0.023
O 9.169 -4.878 20.976 0.002 -0.001 -0.004
O 11.656 -5.499 23.699 -0.008 -0.019 -0.028
O 5.483 24.017 11.693 0.013 0.016 0.029
O 0.691 12.48 16.352 -0.001 0.001 -0.001
O -6.471 10.788 16.928 -0.002 0 -0.002
O 9.405 -0.245 19.056 0 0.003 -0.001
O 7.374 11.953 23.493 0.007 0.006 -0.017
O -0.848 4.651 20.645 0.005 0.003 -0.01
O 21.346 6.772 12.251 -0.016 0.001 -0.016
O 11.443 6.342 26.382 -0.014 0.005 0.004
O 1.904 14.151 23.241 -0.008 -0.008 -0.053
O 5.302 4.518 18.588 -0.003 0.001 -0.001
O -6.362 -9.694 17.389 -0.002 -0.008 0.013
O 14.807 13.679 18.281 -0.004 0 -0.003
O 3.662 4.175 20.728 -0.001 -0.005 -0.018
O 11.075 13.213 25.512 -0.019 0.002 -0.009
O -5.442 -7.384 22.866 0.012 0.005 -0.014
O 15.33 11.95 13.439 -0.015 -0.009 -0.009
O 15.288 7.439 14.526 -0.008 0.015 0
O 2.046 13.568 18.302 0.003 0.001 0
O 25.315 5.591 16.719 -0.004 -0.001 0.001
O 9.485 13.788 23.589 -0.035 -0.021 -0.04
O 19.614 2.254 18.958 -0.004 0.004 -0.004
O 11.49 6.634 14.435 -0.005 0.023 0.048
O 16.094 0.529 25.426 0.023 0.014 -0.011
O -1.044 -2.123 20.643 -0.001 -0.003 -0.014
O 2.125 13.076 13.926 0.013 0.022 0.01
O 6.977 -1.175 18.362 -0.006 0.003 -0.009
O 0.383 4.992 17.234 0.01 0.002 0.009
O 8.861 7.531 18.37 0 0.001 0.002
O 13.652 7.227 25.477 0.001 0.021 -0.028
O -3.25 14.24 17.754 -0.003 0 -0.003
O -1.012 3.452 23.032 0.01 -0.001 -0.033
O 3.824 7.709 20.523 -0.001 -0.002 -0.005
O 5.738 9.774 23.847 0.02 0.004 -0.01
O -2.141 6.597 19.379 0.007 -0.001 0.001
O 1.202 18.342 13.371 -0.002 -0.013 0.001
O 18.3 13.686 20.794 0 0.003 -0.012
O -2.032 2.264 20.881 0.008 0.002 -0.013
O 0.632 8.936 22.985 -0.006 -0.003 -0.012
O 7.872 -2.747 25.378 -0.011 -0.007 -0.077
O 3.834 7.866 23.595 -0.011 -0.009 -0.015
O 5.755 19.908 18.898 -0.002 -0.004 -0.001
O 9.211 30.655 19.261 -0.002 -0.002 -0.005
O 2.04 2.978 13.809 0.02 -0.024 0
O -19.75 -4.528 19.306 0.005 -0.003 -0.002
O -3.093 7.037 17.125 0.002 0 0.008
O 7.015 14.564 23.35 0.011 -0.013 -0.016
O -3.059 5.79 21.655 0.017 0 -0.019
O -7.32 9.538 22.789 -0.001 -0.004 -0.013
O 3.877 8.455 15.947 -0.002 0.018 0.008
O -0.196 9.916 15.725 0.012 0.014 0.017
O -10.395 6.153 16.446 0.012 -0.006 0.016
O 2.24 10.453 16.48 0.011 -0.008 -0.002
O -0.484 11.274 23.261 -0.004 -0.004 -0.024
O 8.369 0.39 21.367 0.007 0 -0.01
O 9.382 2.054 13.478 0 -0.012 0.009
O 3.569 1.393 12.232 -0.026 -0.003 0.058
O 15.185 16.719 14.834 -0.007 -0.007 0.018
O 6.878 14.928 14.625 -0.027 -0.019 0.017
O 20.934 16.41 22.628 -0.004 0.007 -0.02
O 0.694 -10.456 16.677 0 -0.003 0.001
O 4.852 10.678 17.037 -0.004 0.001 -0.007
O 5.517 5.901 21.372 0 0.006 -0.007
O 5.775 13.19 16.504 -0.003 0.002 0.001
O 1.389 20.807 12.442 -0.042 -0.03 0.015
O 13.529 9.113 18.592 0.003 0.002 0.001
O 9.585 9.81 14.441 0.003 0.002 0.009
O 9.851 6.811 12.272 0.018 0.007 0
O 6.475 8.301 21.125 -0.005 -0.009 -0.01
O 12.212 2.076 23.196 -0.002 -0.013 -0.029
O 3.171 -3.699 18.481 -0.004 -0.003 -0.002
O 17.399 -6.066 18.712 -0.001 0 -0.002
O 16.16 15.373 21.186 -0.005 0.009 -0.014
O 12.272 7.494 11.987 0.017 -0.019 -0.023
O -2.216 -0.118 21.989 0.002 -0.001 -0.004
O 8.742 4.04 14.891 0.005 -0.004 0.013
O -6.169 2.362 19.894 0.001 0 -0.006
O 11.479 0.817 14.731 0.017 -0.002 0.026
O -15.369 10.704 18.215 -0.009 -0.002 0.005
O 13.677 11.164 11.433 -0.001 0.003 0.02
O -4.14 11.218 16.006 -0.003 -0.007 -0.004
O -1.978 -0.16 16.163 0.007 0.002 0.007
O 4.481 -0.274 18.842 -0.004 0.001 -0.009
O -6.013 -0.504 13.894 0.007 -0.002 -0.01
O 5.771 12.596 13.932 -0.003 0.022 0.01
O 8.983 6.26 25.23 -0.025 -0.003 -0.073
O -17.86 11.756 18.632 0.003 -0.006 -0.003
O 7.796 4.338 23.731 -0.013 -0.007 -0.014
O 5.848 7.547 25.371 0.004 0.057 -0.063
O -3.79 4.858 12.225 0.005 0.066 0.071
O -1.924 9.164 23.711 0.02 0.002 0.004
O 17.937 -6.664 16.198 -0.009 -0.007 0.015
O 8.411 13.474 25.877 0.016 0.009 0.001
O 23.262 6.889 22.967 0.005 0.003 -0.012
O -3.209 4.683 24.014 0.001 -0.002 -0.028
O 13.002 8.659 15.227 -0.011 0.002 0.003
O -1.766 3.514 17.048 -0.004 -0.007 -0.001

Results
free energy: -248721.758 eV
free energy less fixed offsets of O -568.88, Si -635.61 eV per atom: -6.298 eV

The program warned: the cutoff lies below the one the program advises for these potential files; the exchange-correlation potential is rough where the density is thin.
